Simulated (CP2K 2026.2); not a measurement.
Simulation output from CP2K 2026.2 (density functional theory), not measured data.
Periodic cell of 504 atoms, Si360O144, from a study of silicon, its oxide and their interface. The atomic structure is a simulated model.
Doubt: the forces sum to 3.23 eV/angstrom along one axis rather than to zero, so they err by at least 0.0064 eV/angstrom per atom on average; the grid cutoff is modest.

Settings: functional PBE; method Gaussian and plane waves; basis set DZVP-MOLOPT-SR-GTH; pseudopotentials GTH-PBE; grid cutoff 300 Ry, relative cutoff 40 Ry; k points Gamma only; occupations fixed; spin none; net charge 0.

Cell vectors (angstrom)
a	16.32	0	0
b	0	16.32	0
c	2.8896	-4.8054	34.2476

Atoms and the computed forces on them: element, x, y, z (angstrom), force x, y, z (eV/angstrom)
Si	1.653	-1.657	-0.103	-0.14	0.22	0.73
Si	3.921	1.602	0.087	0.166	-0.228	0.725
Si	1.684	3.843	0.158	-0.256	0.143	0.777
Si	4.24	6.612	0.079	-0.156	0.156	0.766
Si	1.114	-6.44	0.002	0.05	-0.201	0.727
Si	3.944	-3.832	-0.018	0.108	-0.235	0.715
Si	6.973	-1.665	0.223	0.031	0.115	0.731
Si	9.781	1.064	0.009	-0.099	0.145	0.743
Si	6.485	4.412	-0.027	0.213	-0.182	0.794
Si	9.287	6.93	0.349	0.099	-0.027	0.708
Si	7.048	9.133	-0.114	-0.225	0.381	0.68
Si	-7.086	-3.809	0.037	0.158	-0.137	0.787
Si	-4.283	-1.126	-0.009	0.12	-0.203	0.8
Si	-1.583	1.657	-0.076	0.277	-0.278	0.706
Si	-3.828	3.898	0.191	-0.231	0.033	0.762
Si	-1.809	6.978	0.236	0.215	-0.038	0.715
Si	-3.864	-7.055	0.299	0.009	0.085	0.686
Si	-1.111	-4.251	-0.082	-0.219	0.08	0.784
Si	2.744	-0.053	1.263	-0.006	0.019	-0.032
Si	5.483	2.77	1.348	0.007	0.019	-0.074
Si	2.736	5.459	1.442	0.009	0.01	-0.055
Si	5.435	8.174	1.327	0.01	-0.015	-0.061
Si	2.727	-5.369	1.317	-0.012	0.005	-0.061
Si	5.426	-2.808	1.494	0	-0.009	-0.054
Si	8.187	-0.019	1.354	0.011	-0.004	-0.06
Si	-5.468	2.691	1.346	0.015	-0.014	-0.069
Si	8.027	5.396	1.491	-0.023	-0.009	-0.044
Si	-5.442	8.12	1.559	-0.013	0.009	-0.023
Si	8.102	-5.486	1.235	-0.004	-0.036	-0.036
Si	-5.449	-2.698	1.319	-0.009	0.015	-0.044
Si	-2.681	0.026	1.258	-0.03	0.018	-0.051
Si	-0.001	2.716	1.323	0.004	0.005	-0.052
Si	-2.808	5.43	1.616	0.003	-0.001	-0.042
Si	-0.053	8.21	1.269	0.036	-0.025	-0.07
Si	-2.622	-5.413	1.375	0.019	0.008	-0.041
Si	0.048	-2.716	1.269	0.007	-0.024	-0.058
Si	1.355	1.301	2.652	0.002	0.004	0.015
Si	4.108	4.085	2.77	0.016	-0.003	0.041
Si	1.314	6.855	2.668	-0.018	0	0.029
Si	4.065	9.544	2.661	-0.015	-0.019	-0.005
Si	1.383	-4.034	2.715	-0.016	-0.005	0.038
Si	4.08	-1.343	2.726	-0.006	0.008	0.027
Si	6.835	1.378	2.683	-0.012	-0.016	0.02
Si	9.48	4.029	2.728	0.027	0.008	0.018
Si	6.722	6.825	2.799	-0.006	0.015	0.036
Si	9.477	-6.748	2.729	-0.023	0.017	0.033
Si	6.787	-4.209	2.744	0.039	-0.007	0.03
Si	-6.785	-1.369	2.743	0.026	0.006	0.041
Si	-4.051	1.355	2.697	-0.008	-0.024	0.036
Si	-1.304	4.073	2.773	-0.002	-0.03	0.025
Si	-4.154	6.765	2.939	-0.007	0.014	0.035
Si	-1.31	-6.782	2.765	-0.013	0.033	0.018
Si	-4.07	-4.066	2.658	-0.006	-0.013	0.011
Si	-1.336	-1.354	2.617	-0.009	0.001	-0.001
Si	-0.002	-0.023	4.041	0.009	0.012	-0.002
Si	2.712	2.682	4.042	-0.014	0	-0.01
Si	0.028	5.471	4.089	0.01	-0.001	0.006
Si	2.705	8.179	4.035	0.01	-0.005	-0.001
Si	0.04	-5.411	4.097	0.025	-0.015	-0.009
Si	2.722	-2.689	4.094	-0.009	-0.01	-0.006
Si	5.456	0.021	4.049	-0.004	0.009	0.005
Si	8.159	2.69	4.108	-0.006	0.008	0.009
Si	5.409	5.449	4.157	0.012	-0.001	0.008
Si	8.135	-8.136	4.1	0.011	-0.014	-0.018
Si	5.41	-5.492	4.11	0.006	0.005	0.012
Si	8.156	-2.767	4.054	-0.008	0.015	-0.011
Si	-5.409	-0.004	4.081	-0.009	0.018	-0.015
Si	-2.704	2.705	4.086	-0.027	0.009	-0.001
Si	-5.524	5.372	4.172	-0.02	0	0.024
Si	-2.707	8.183	4.13	0.01	-0.001	-0.022
Si	-5.439	-5.404	4.057	-0.006	-0.012	-0.003
Si	-2.706	-2.701	4.013	0.012	-0.002	-0.011
Si	1.373	-1.378	16.281	-0.006	0	-0.02
Si	4.113	1.372	16.294	0.01	0.005	-0.011
Si	1.364	4.105	16.31	0.007	-0.011	0.005
Si	4.05	6.845	16.37	-0.011	-0.005	-0.008
Si	1.359	-6.823	16.361	-0.003	-0.001	-0.003
Si	4.109	-4.081	16.325	0.007	0.01	-0.004
Si	6.828	-1.366	16.331	0.001	0.01	-0.019
Si	-6.791	1.349	16.296	-0.011	-0.007	-0.004
Si	6.789	4.114	16.304	-0.003	0.006	-0.009
Si	-6.823	6.81	16.321	0.005	0	-0.012
Si	6.785	-6.798	16.345	-0.008	0.001	-0.009
Si	-6.796	-4.059	16.355	0.006	0.003	-0.008
Si	-4.112	-1.389	16.279	-0.002	0.001	-0.013
Si	-1.362	1.375	16.276	0.003	-0.004	-0.012
Si	-4.08	4.069	16.291	0.003	0.002	-0.021
Si	-1.369	6.796	16.3	-0.006	-0.012	-0.002
Si	-4.083	9.526	16.343	-0.01	0	0.005
Si	-1.36	-4.149	16.342	-0.008	0.003	0.002
Si	2.715	0.024	17.606	0	-0.014	-0.018
Si	5.48	2.724	17.658	-0.009	0.002	0.023
Si	2.647	5.503	17.712	0.005	0.028	0.026
Si	5.44	8.179	17.754	0.002	0.01	-0.005
Si	2.776	-5.469	17.68	-0.002	0.008	-0.003
Si	5.455	-2.705	17.693	0.005	-0.005	0.014
Si	8.23	-0.038	17.686	0	-0.025	0
Si	-5.454	2.726	17.643	-0.008	-0.011	0.03
Si	8.102	5.494	17.689	-0.007	0.016	-0.008
Si	-5.478	8.182	17.672	-0.015	-0.013	0.007
Si	8.139	-5.421	17.683	0.003	0.001	0.009
Si	-5.438	-2.695	17.735	-0.013	0.022	0.014
Si	-2.754	-0.003	17.566	0.014	-0.01	0
Si	0.006	2.728	17.641	-0.012	-0.008	0.001
Si	-2.7	5.405	17.641	0.005	0.017	0.02
Si	-0.056	-8.171	17.705	0	-0.005	0
Si	-2.714	-5.495	17.764	0.024	-0.023	0.008
Si	0.06	-2.794	17.625	0.021	0.011	0.004
Si	1.37	1.366	18.978	-0.001	0	-0.022
Si	4.085	4.123	18.942	0.003	-0.009	-0.035
Si	1.202	6.801	19.14	0.013	-0.045	-0.031
Si	4.116	-6.761	19.132	0.003	0.02	0.015
Si	1.434	-4.136	19.033	-0.022	0.007	-0.02
Si	4.05	-1.308	18.971	-0.009	0.005	-0.026
Si	6.898	1.355	18.994	-0.005	0.001	-0.032
Si	-6.853	4.102	18.965	0.003	-0.005	-0.017
Si	6.777	6.827	19.152	0.019	-0.014	-0.018
Si	-6.877	9.514	19.055	-0.003	-0.016	-0.04
Si	6.85	-4.023	19.072	-0.011	-0.02	-0.018
Si	9.587	-1.312	19.172	-0.01	0.031	-0.007
Si	-4.098	1.328	18.964	0.027	0.011	-0.032
Si	-1.344	4.053	19.03	0.013	-0.006	-0.011
Si	-4.075	6.787	18.933	-0.02	0.021	-0.025
Si	-1.366	-6.876	19.176	-0.018	0.008	-0.018
Si	-4.099	-4.104	19.064	-0.01	-0.006	-0.001
Si	-1.369	-1.401	18.822	-0.005	0.015	-0.053
Si	-0.046	-0.062	20.18	0.003	-0.007	0.053
Si	2.695	2.807	20.277	-0.013	0.005	0.054
Si	-0.172	5.388	20.578	0.017	0.035	0.026
Si	2.661	8.18	20.39	-0.004	-0.015	0.051
Si	0.104	-5.497	20.445	0.008	-0.004	0.055
Si	2.748	-2.687	20.362	0.007	-0.002	0.024
Si	5.433	0.064	20.276	-0.003	0.012	0.033
Si	8.265	2.691	20.396	0.018	-0.015	0.036
Si	5.423	5.376	20.425	0.004	-0.005	0.061
Si	8.102	8.218	20.552	-0.012	0.021	0.049
Si	5.492	-5.337	20.489	-0.012	-0.001	0.056
Si	8.217	-2.694	20.508	0.032	0.01	0.058
Si	-5.341	0.089	20.529	-0.053	-0.051	0.074
Si	-2.715	2.646	20.296	0.002	-0.011	0.045
Si	-5.477	5.473	20.246	0.003	0.009	0.039
Si	-2.788	-8.322	20.472	0.031	-0.004	0.05
Si	-5.499	-5.463	20.397	-0.012	-0.012	0.043
Si	-2.64	-2.723	20.265	0.027	-0.004	0.037
Si	1.044	-1.602	21.538	0.161	0.045	-0.785
Si	4.302	1.694	21.519	0.003	-0.127	-0.801
Si	1.511	4.235	21.751	-0.209	-0.182	-0.728
Si	3.702	6.485	21.58	0.161	0.041	-0.788
Si	1.398	-6.861	21.914	0.072	0.164	-0.74
Si	4.419	-3.628	21.722	-0.188	-0.242	-0.842
Si	6.61	-1.395	21.644	0.231	0.06	-0.681
Si	-6.367	1.818	21.867	-0.068	-0.158	-0.652
Si	6.629	3.745	21.672	0.045	0.231	-0.701
Si	-6.545	7.003	21.674	-0.214	-0.063	-0.765
Si	7.024	-6.433	21.915	-0.095	-0.182	-0.725
Si	9.361	-4.32	21.847	0.09	0.226	-0.711
Si	-3.662	-1.156	21.641	-0.27	-0.036	-0.729
Si	-1.533	1.058	21.567	0.034	0.165	-0.787
Si	-4.151	4.032	21.495	-0.01	-0.031	-0.432
Si	-1.973	6.266	21.94	0.201	0.133	-0.746
Si	-4.39	-7.095	21.645	0.158	0.046	-0.792
Si	-1.083	-3.857	21.59	-0.052	-0.146	-0.738
Si	2.215	7.877	-1.862	0.111	0.164	0.076
Si	-1.4	-8.028	-4.284	0.028	-0.01	-0.024
Si	7.53	4.328	-2.968	-0.007	0.042	0.217
Si	5.612	-6.926	24.776	-0.012	0.045	-0.152
Si	-3.209	-3.908	-7.452	-0.055	0.014	0.007
Si	6.169	-1.21	-2.586	-0.11	0.007	0.107
Si	1.132	4.208	-2.861	-0.049	0.018	0.046
Si	6.741	-6.641	-3.242	-0.027	-0.09	0.211
Si	4.093	0.896	-2.89	0.032	0.047	0.111
Si	6.552	7.895	-5.786	0.15	0.009	0.098
Si	-3.192	-6.274	-5.875	0.045	0.007	0.07
Si	-5.733	-5.041	-6.559	0.039	-0.027	-0.059
Si	5.889	4.796	-5.563	0.034	-0.05	-0.018
Si	-6.732	-7.827	-6.555	-0.118	0.018	-0.034
Si	-7.987	-0.147	-4.276	0.052	0.068	-0.053
Si	3.736	-1.11	26.027	-0.061	-0.07	0.105
Si	-3.399	-4.954	26.579	-0.072	0.061	0.147
Si	-6.732	2.09	-2.866	-0.003	-0.039	0.108
Si	-4.576	4.23	-2.725	-0.092	0.007	0.095
Si	-6.626	6.302	-2.469	0.055	-0.055	0.04
Si	0.263	2.334	23.899	0.104	-0.028	-0.101
Si	-7.692	-0.261	23.604	-0.009	0.15	0.019
Si	-6.777	-1.539	26.174	0.006	0.046	-0.167
Si	2.063	1.532	-6.828	-0.005	-0.124	-0.061
Si	2.485	-5.486	-6.208	-0.018	-0.013	0.007
Si	-3.611	0.921	-6.274	-0.061	-0.086	-0.141
Si	-2.593	3.258	-4.774	-0.013	-0.023	0.047
Si	-2.048	5.948	-6.127	0.036	-0.051	0.026
Si	5.095	-4.031	-2.932	-0.046	0	0.215
Si	1.37	-0.688	-3.053	0.06	-0.131	0.127
Si	6.952	0.508	-6.82	0.112	-0.003	-0.098
Si	-2.533	-5.674	23.731	0.096	-0.093	-0.169
Si	2.162	-3.546	26.571	0.038	-0.011	0.016
Si	-3.476	-1.92	-5.054	0.053	-0.062	-0.007
Si	1.611	-7.969	-4.849	-0.015	0.052	0.032
Si	-2.978	-2.934	-2.235	0.079	0.074	0.165
Si	-6.594	-7.166	-3.613	-0.161	-0.109	0.055
Si	-5.167	-5.181	-1.926	-0.038	0.116	0.26
Si	7.548	4.811	26.571	-0.108	0.024	-0.01
Si	7.966	5.561	23.704	-0.049	-0.068	-0.143
Si	5.221	6.683	24.071	-0.102	-0.124	0.084
Si	-0.361	6.545	-2.152	-0.08	-0.129	-0.116
Si	4.162	-0.889	-7.001	-0.011	0.018	-0.017
Si	4.772	4.29	25.834	-0.082	0.012	-0.047
Si	-0.538	1.561	-3.091	-0.132	0.068	0.21
Si	-6.358	-2.367	-5.683	0.033	0.085	0.006
Si	-5.584	-2.297	23.603	0.004	-0.137	0.048
Si	-0.611	8.153	23.893	-0.073	-0.045	-0.149
Si	2.85	-2.835	-4.827	0.055	0.048	0.004
Si	0.829	6.594	-7.192	0.074	0.067	-0.017
Si	-4.073	7.51	-7.594	-0.04	-0.017	-0.026
Si	2.444	0.266	23.648	-0.137	0.048	-0.1
Si	3.114	-5.173	24.077	-0.01	-0.115	-0.117
Si	3.379	3.303	-4.663	0.032	0.011	0.015
Si	1.346	-1.355	5.441	0.008	0.009	0.008
Si	4.082	1.355	5.423	0.001	0.01	0.007
Si	1.377	4.071	5.419	0.01	0.007	0.007
Si	4.034	6.82	5.455	-0.009	0.002	0.008
Si	1.383	9.534	5.441	0.001	0.004	0.022
Si	4.076	-4.076	5.437	-0.011	0.006	0.011
Si	6.801	-1.375	5.402	0.006	-0.001	0.005
Si	9.535	1.338	5.449	0.017	-0.002	0.018
Si	6.802	4.075	5.46	0.011	0.005	0.012
Si	9.471	6.801	5.472	-0.004	0.009	0.017
Si	6.776	-6.816	5.48	-0.012	-0.016	0.013
Si	9.529	-4.072	5.444	0.001	-0.006	-0.004
Si	-4.05	-1.367	5.425	-0.004	-0.002	-0.004
Si	-1.35	1.336	5.427	0.004	0.001	0.012
Si	-4.084	4.042	5.463	0.007	-0.009	0.011
Si	-1.35	6.803	5.46	0.002	0.009	0.018
Si	-4.093	-6.772	5.439	-0.012	-0.004	0.012
Si	-1.36	-4.056	5.413	-0.012	-0.002	0
Si	2.72	0.001	6.79	-0.01	-0.001	0
Si	5.432	2.712	6.8	-0.005	0.004	-0.001
Si	2.707	5.433	6.808	-0.005	0.003	0.003
Si	5.415	-8.17	6.828	0.008	-0.004	0.003
Si	2.728	-5.432	6.812	0.01	-0.007	0.002
Si	5.443	-2.717	6.789	-0.004	0.001	-0.009
Si	8.16	-0.024	6.787	0.008	0.001	-0.007
Si	10.881	2.695	6.826	0.003	0.007	0
Si	8.138	5.436	6.836	-0.004	0.008	0.002
Si	10.872	-8.156	6.793	-0.001	-0.008	-0.002
Si	8.16	-5.437	6.8	-0.001	0	0.001
Si	10.896	-2.714	6.794	0.004	0.001	-0.001
Si	-2.705	-0.012	6.802	-0.001	0.002	0.002
Si	0.005	2.715	6.779	-0.004	-0.002	-0.002
Si	-2.725	5.433	6.801	-0.018	0.002	0.001
Si	0.014	8.17	6.802	0.007	-0.011	-0.003
Si	-2.721	-5.416	6.786	0.001	0.002	-0.004
Si	-0.008	-2.716	6.8	0.004	0.005	-0.002
Si	1.364	1.362	8.153	0.009	0.008	-0.008
Si	4.08	4.079	8.163	0.008	0.01	-0.001
Si	1.353	6.797	8.168	-0.006	-0.002	-0.003
Si	4.077	-6.792	8.18	0.003	0.001	-0.003
Si	1.356	-4.076	8.16	-0.008	-0.005	-0.002
Si	4.077	-1.361	8.151	-0.007	0.001	-0.003
Si	6.8	1.346	8.148	0.001	0.006	-0.013
Si	9.521	4.076	8.171	0.003	0.007	-0.01
Si	6.777	6.794	8.185	-0.01	-0.015	0.002
Si	9.516	-6.801	8.161	-0.005	-0.008	0
Si	6.802	-4.074	8.157	0.006	0.009	0.001
Si	9.527	-1.366	8.155	0.002	0.003	0.002
Si	-4.069	1.34	8.17	-0.01	0	-0.002
Si	-1.358	4.068	8.15	0	-0.002	-0.002
Si	-4.086	6.802	8.153	0.008	0.004	0.001
Si	-1.362	-6.787	8.145	-0.002	-0.002	-0.001
Si	-4.076	-4.075	8.161	0.003	-0.003	-0.001
Si	-1.354	-1.364	8.172	-0.005	-0.006	-0.005
Si	0.011	-0.001	9.522	-0.004	0.004	-0.004
Si	2.72	2.719	9.519	-0.008	0.006	-0.005
Si	-0.009	5.434	9.517	-0.008	0.002	-0.001
Si	2.714	-8.16	9.525	0.008	-0.006	-0.001
Si	-0.003	-5.439	9.517	0.003	0.005	-0.003
Si	2.721	-2.718	9.519	0.004	-0.004	-0.001
Si	5.437	-0.004	9.514	0.001	-0.004	-0.001
Si	8.154	2.712	9.516	0.003	0.003	0.001
Si	5.429	5.433	9.538	0.002	0.003	0.007
Si	8.153	-8.159	9.524	-0.01	-0.004	-0.002
Si	5.446	-5.433	9.527	-0.003	-0.007	-0.002
Si	8.167	-2.722	9.517	0.005	0.002	-0.003
Si	-5.438	-0.01	9.523	0.005	0.003	0.001
Si	-2.713	2.712	9.521	-0.006	0	-0.002
Si	-5.443	5.446	9.525	-0.002	-0.007	0.001
Si	-2.721	-8.154	9.505	-0.002	-0.004	-0.001
Si	-5.437	-5.442	9.516	-0.001	0.003	-0.003
Si	-2.716	-2.725	9.527	-0.001	0.009	0.003
Si	1.367	-1.362	10.889	0.001	0.002	0.001
Si	4.083	1.361	10.879	-0.001	0.008	0
Si	1.358	4.08	10.875	0.004	0.002	0
Si	4.074	-9.515	10.886	0.001	-0.009	0.001
Si	1.353	-6.8	10.88	-0.01	-0.002	-0.002
Si	4.08	-4.077	10.882	-0.003	0.007	-0.002
Si	6.801	-1.362	10.871	0.003	0.004	0
Si	9.52	1.358	10.873	0.005	-0.001	-0.007
Si	6.8	4.075	10.885	-0.007	-0.002	-0.003
Si	9.511	-9.516	10.888	-0.002	0.008	0.002
Si	6.802	-6.796	10.888	0.007	0.001	0.003
Si	9.524	-4.085	10.878	-0.003	-0.002	0.002
Si	-4.08	-1.37	10.881	-0.008	0.001	-0.001
Si	-1.352	1.352	10.883	0.007	-0.003	0.003
Si	-4.078	4.08	10.873	0.001	0.001	0.002
Si	-1.367	6.802	10.87	0	-0.006	-0.002
Si	-4.08	-6.803	10.877	0	-0.005	-0.001
Si	-1.356	-4.085	10.887	-0.008	0	-0.001
Si	2.732	0	12.246	0.006	0.001	0.004
Si	5.438	2.724	12.246	0.008	0.001	0.003
Si	2.713	5.444	12.236	-0.002	0.007	-0.004
Si	5.434	-8.154	12.244	-0.008	-0.007	-0.003
Si	2.716	-5.44	12.238	0.004	-0.008	-0.009
Si	5.452	-2.725	12.238	-0.004	0.002	-0.005
Si	8.157	0.001	12.229	-0.003	-0.002	0.002
Si	10.879	2.721	12.23	-0.007	-0.002	0.003
Si	8.149	5.443	12.25	-0.006	-0.014	0.008
Si	10.871	-8.151	12.245	0.005	-0.001	0.007
Si	8.17	-5.441	12.246	0	0.006	-0.002
Si	10.883	-2.729	12.24	0.008	0.007	-0.004
Si	-2.714	-0.016	12.236	-0.014	-0.002	-0.002
Si	0.006	2.718	12.238	-0.002	0.008	0.006
Si	-2.728	5.449	12.233	0.002	0.005	-0.001
Si	-0.005	8.155	12.235	0	-0.005	-0.003
Si	-2.717	-5.451	12.241	0	0.009	-0.001
Si	0.006	-2.729	12.249	-0.004	-0.001	-0.001
Si	1.371	1.363	13.604	-0.001	-0.002	0.006
Si	4.077	4.098	13.597	-0.01	0.006	-0.006
Si	1.363	6.806	13.596	0.009	-0.016	0
Si	4.072	-6.793	13.603	-0.014	0.008	0.001
Si	1.362	-4.094	13.613	-0.003	0.007	0.003
Si	4.103	-1.362	13.598	0.015	-0.007	0
Si	6.807	1.367	13.596	-0.012	0	0
Si	9.52	4.08	13.597	0.009	-0.004	0
Si	6.783	-9.511	13.612	-0.006	0.011	0.004
Si	9.524	-6.788	13.623	-0.004	0.002	0.002
Si	6.808	-4.087	13.603	0.009	-0.003	-0.001
Si	9.509	-1.368	13.582	-0.004	0.007	-0.001
Si	-4.079	1.351	13.576	0.005	-0.005	-0.006
Si	-1.359	4.091	13.58	-0.002	-0.001	0.003
Si	-4.094	6.802	13.599	-0.003	0.001	0
Si	-1.363	9.503	13.603	0.001	-0.004	0.002
Si	-4.076	-4.091	13.598	-0.008	-0.003	0.005
Si	-1.366	-1.381	13.608	0.002	0.005	-0.004
Si	0	-0.009	14.943	-0.001	-0.005	-0.003
Si	2.732	2.738	14.958	0.011	0.007	-0.001
Si	0.001	5.447	14.943	-0.005	0.011	-0.002
Si	2.712	8.17	14.967	0.006	0.005	-0.002
Si	0.006	-5.475	14.97	0.001	-0.004	0.006
Si	2.748	-2.732	14.948	0.006	0.003	-0.006
Si	5.47	-0.005	14.959	-0.007	-0.01	-0.002
Si	8.158	2.731	14.962	0.002	0	-0.001
Si	5.403	5.47	14.981	-0.008	0.003	0.004
Si	8.145	-8.148	14.968	0.002	-0.001	-0.001
Si	5.445	-5.446	14.96	-0.003	-0.003	-0.009
Si	8.168	-2.727	14.962	-0.009	-0.003	0.005
Si	-5.449	-0.01	14.923	0.001	-0.005	0
Si	-2.723	2.724	14.92	0.002	-0.001	0.002
Si	-5.453	5.445	14.963	-0.007	0	-0.002
Si	-2.74	8.159	14.963	0	-0.01	0.003
Si	-5.432	-5.419	14.987	0.01	0.005	-0.002
Si	-2.714	-2.761	14.975	-0.003	0.003	-0.007
O	-5.514	5.437	-3.265	-0.061	0.221	-0.828
O	-3.238	4.138	-3.592	0.422	0.27	0.262
O	3.581	7.266	-1.27	0.424	-0.101	-0.54
O	-6.152	-3.766	23.186	0.25	-0.361	0.447
O	-4.611	-5.582	-5.508	-0.297	0.094	0.851
O	2.175	-6.059	23.102	-0.016	0.131	0.22
O	-0.725	1.67	22.821	0.209	0.277	0.302
O	4.262	7.237	22.909	0.088	0.314	0.242
O	-5.469	8.12	22.209	-0.034	0.166	0.148
O	-8.082	8.029	-0.264	-0.088	-0.219	-0.475
O	-6.103	-1.66	-7.115	-0.053	-0.237	-0.412
O	-0.677	2.807	25.121	-0.471	0.517	-0.164
O	0.091	0.152	-3.594	-0.381	-0.278	-0.255
O	-0.005	-5.371	-0.555	-0.079	0.073	-0.353
O	-3.014	-2.64	-6.445	0.459	0.294	-0.275
O	-4.645	-6.255	-0.859	-0.125	0.037	-0.074
O	-2.733	2.785	-0.275	-0.179	-0.262	-0.224
O	2.831	-2.729	-0.497	0.122	-0.007	-0.311
O	2.483	-6.618	-5.04	0.285	-0.14	0.673
O	-6.522	7.889	-2.632	0.095	0.192	0.158
O	-7.168	1.672	-1.364	-0.695	-0.145	-0.132
O	-6.447	6.047	-0.888	0.524	-0.621	-0.121
O	5.464	2.683	22.13	0.146	0.072	0.219
O	-1.513	6.892	23.391	-0.03	-0.284	0.42
O	-6.641	-1.28	22.912	-0.056	-0.098	-0.54
O	4.685	-4.348	-1.385	0.305	-0.222	0.198
O	-6.724	-3.931	-5.908	-0.6	-0.234	0.085
O	-7.775	3.172	-3.436	-0.057	-0.058	-0.585
O	-8.012	-6.394	-3.548	0.202	0.563	-0.431
O	-8.081	5.784	-2.942	-0.242	0.316	-0.103
O	2.754	2.687	-0.239	0.063	-0.108	-0.42
O	-3.619	-1.722	-1.374	-0.177	0.3	-0.289
O	-3.16	-4.934	25.001	-0.091	0.197	0.082
O	1.035	-1.186	-1.54	-0.35	0.085	-0.216
O	7.457	4.187	23.015	0.472	-0.08	0.299
O	-7.06	6.173	22.98	0.333	-0.003	0.515
O	-3.748	-6.352	22.931	-0.37	-0.007	0.276
O	3.919	2.905	25.855	-0.537	-0.123	-0.581
O	4.243	2.217	-3.808	0.339	0.127	-0.137
O	3.737	-1.886	-5.796	0.313	-0.073	0.109
O	1.583	-0.807	22.832	-0.264	-0.175	0.333
O	2.579	0.372	-2.958	-0.138	0.319	0.089
O	-1.905	7.219	26.586	-0.451	0.411	-0.599
O	2.37	-1.924	26.442	-0.499	0.331	0.171
O	8.093	-2.707	-0.396	-0.003	0.041	-0.27
O	-5.241	2.992	22.267	-0.064	0.019	0.433
O	5.773	-0.617	-6.971	0.101	-0.404	0.083
O	3.423	1.154	22.754	0.169	0.167	0.137
O	1.436	-6.129	-7.282	-0.458	0.171	-0.141
O	6.533	-6.955	-1.655	-0.172	0.175	-0.14
O	5.516	-2.494	22.158	-0.148	0.129	0.63
O	3.977	-5.457	-6.874	0.22	0.385	0.315
O	3.278	0.475	-6.902	0.093	0.216	-0.016
O	-5.544	-6.046	-3.203	0.438	-0.127	-0.404
O	1.761	-1.92	-4.034	-0.434	0.023	-0.027
O	5.348	5.522	-0.421	-0.088	-0.057	-0.509
O	4.239	-6.075	24.806	-0.071	-0.086	0.439
O	6.833	4.173	-6.745	0.536	0.201	0.062
O	-5.403	-0.021	-0.469	0.261	-0.086	-0.139
O	-1.06	7.884	-2.758	-0.032	0.553	0.508
O	-7.525	-1.529	-4.967	-0.276	-0.291	0.085
O	6.381	-7.851	-4.269	-0.406	-0.209	0.069
O	6.096	-2.761	-3.024	0.355	0.069	-0.057
O	4.714	5.19	24.48	-0.531	-0.343	-0.403
O	-1.377	6.009	-1.023	0.041	-0.326	0.023
O	-6.626	-6.285	-7.103	-0.264	0.216	-0.545
O	7.601	-0.567	-2.914	0.405	-0.109	0.32
O	-1.607	2.129	-4.157	-0.184	-0.279	-0.311
O	1.282	5.047	-7.417	0.376	-0.243	0.573
O	-5.704	7.569	-7.43	-0.21	-0.391	0.021
O	2.253	-4.374	25.177	-0.515	0.052	0.051
O	6.741	6.595	23.518	0.075	0.361	-0.264
O	4.379	4.18	-5.605	-0.273	0.055	-0.3
O	-3.384	-0.316	-5.243	0.236	0.152	0.411
O	6.689	-6.374	25.83	0.537	0.198	-0.028
O	4.527	1.24	-1.375	0.314	0.031	-0.096
O	7.19	-0.528	22.917	-0.256	0.588	0.377
O	5.033	-0.342	-3.344	0.011	-0.122	-0.702
O	0.428	-7.929	22.676	0.067	-0.29	-0.193
O	-5.524	-1.932	25.189	0.618	0.124	0.325
O	1.733	7.177	-5.967	0.572	-0.29	0.191
O	1.303	4.459	-1.283	0.035	0.211	-0.092
O	0.953	7.027	-1.337	-0.011	-0.219	0.416
O	-3.704	2.38	-5.566	-0.687	0.343	-0.099
O	-1.116	1.282	-1.596	-0.052	-0.197	-0.099
O	2.303	2.469	-5.534	-0.246	0.09	0.172
O	-2.23	0.959	-7.154	0.021	-0.054	0.032
O	5.241	7.856	25.185	-0.235	-0.055	0.715
O	6.235	1.811	-7.48	-0.239	-0.228	-0.073
O	-7.105	1.222	23.238	-0.13	0.182	0.403
O	0.186	7.878	25.282	0.558	-0.034	0.15
O	-1.686	-3.521	-1.436	0.415	0.234	-0.61
O	3.78	-3.64	-3.778	-0.369	-0.201	0.285
O	-2.88	8.102	-0.313	-0.075	0.03	-0.322
O	-6.2	-7.796	-5.036	0.186	-0.45	0.189
O	-2.413	-5.154	-6.764	0.796	0.079	0.013
O	-6.745	0.814	-3.87	0.313	-0.159	0.039
O	-2.391	-6.767	-4.551	0.036	0.088	0.194
O	-3.104	5.088	22.285	-0.023	0.184	0.375
O	6.316	3.86	26.104	-0.015	-0.644	0.145
O	-8.104	-5.382	22.356	0.206	-0.204	0.57
O	2.605	5.395	22.121	-0.15	0.218	0.155
O	-4.238	4.603	-1.202	-0.354	0.553	0.027
O	2.105	-4.006	-5.689	-0.484	0.076	0.012
O	-7.862	0.275	-7.448	0.036	0.101	-0.244
O	-4.144	-2.005	22.96	0.314	-0.393	0.209
O	5.84	-5.33	-3.546	0.123	0.14	-0.664
O	0.069	5.406	-3.248	-0.156	0.051	-0.589
O	0.584	2.714	-3.034	0.091	-0.282	0.107
O	-4.034	-4.135	-2.333	0.063	-0.082	-0.446
O	-5.061	0.73	-7.018	0.096	0.171	-0.211
O	6.383	4.411	-4.078	-0.422	-0.293	0.043
O	-5.023	-2.311	-4.774	-0.144	-0.373	0.821
O	7.029	3.924	-1.482	0.248	-0.423	0.066
O	-3.428	6.158	-6.962	-0.122	-0.599	0.143
O	-7.767	-0.676	25.183	-0.39	0.226	0.44
O	0.584	0.815	-6.772	0.057	-0.38	0.485
O	5.964	6.394	-5.776	-0.307	0.191	0.106
O	6.023	-1.11	-0.984	-0.641	0.076	-0.088
O	-2.641	-2.402	-3.736	0.293	0.225	-0.188
O	-1.901	4.385	-5.719	0.294	-0.151	-0.349
O	1.387	1.258	24.386	0.162	0.075	0.523
O	-1.788	-4.529	22.885	-0.069	0.133	0.429
O	4.914	-2.23	26.153	0.544	0.176	-0.642
O	7.286	0.646	-5.234	-0.534	0.28	0.483
O	-5.277	2.774	-2.818	0.222	-0.464	-0.179
O	-7.995	5.333	25.256	0.411	0.142	0.284
O	-0.765	6.472	-6.963	-0.178	0.377	-0.033
O	1.963	-6.942	-1.313	0.33	0.296	-0.275
O	-1.486	-6.832	24.134	-0.141	0.104	0.002
O	2.518	4.296	-3.694	0.17	0.523	0.129
O	-2.088	6.948	-4.858	-0.416	-0.22	0.442
O	6.278	-6.874	23.296	0.034	-0.339	0.062
O	3.842	-4.08	23.159	0.174	0.383	0.5
O	3.459	-0.584	24.547	0.231	-0.021	-0.144
O	1.003	3.582	23.166	0.036	0.136	0.456
O	8.06	7.945	-6.437	0.046	-0.086	-0.198
O	5.66	-7.51	-6.75	0.284	0.244	-0.11
O	-0.006	-2.729	22.105	-0.213	-0.115	0.389
O	2.185	7.768	-3.462	0.104	-0.535	-0.244
O	0.034	-7.597	-4.891	-0.078	0.526	-0.34
O	-6.46	-4.404	-1.345	-0.214	-0.206	-0.685
O	-2.581	-0.047	22.174	0.146	0.217	0.749
O	-3.45	-7.549	-6.815	0.04	0.017	-0.27

Results
total energy: -101654.548 eV
total energy less fixed offsets of O -438.25, Si -107.07 eV per atom: -1.348 eV
